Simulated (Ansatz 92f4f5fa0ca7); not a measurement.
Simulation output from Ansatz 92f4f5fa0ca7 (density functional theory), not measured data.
Periodic cell of 237 atoms, Si146O85H6, from a study of silicon, its oxide and their interface. The atomic structure is a simulated model.
Doubt: the cutoff is far below the 930 eV that the study's wrapper takes by default for these files, so forces and energies are approximate.
This geometry differs little from another in the collection (a relaxation step or a small displacement).

Settings
functional: PBE
potential files: Ansatz PAW
basis: plane waves
wave-function cutoff: 580 eV
density cutoff ratio: 5
exchange-correlation grid ratio: 1
k mesh: 1 x 1 x 1, Gamma-centred
self-consistency stop: 5e-08 eV per atom in the density residual
occupations: fixed
spin: none
net charge: 0

Cell vectors (angstrom)
a, 11.6015, 0, 0
b, 0, 10.938, 0
c, 0, 0, 32.5822

Atoms: element, x, y, z (angstrom)
Si, 0.0467, -0.0299, 24.0739
Si, 3.9185, -0.0424, 24.0382
Si, 7.8943, -0.1628, 24.0872
Si, 1.9884, 1.3025, 24.0878
Si, 5.9781, 1.1508, 24.0038
Si, 9.7187, 1.3334, 23.9751
Si, -0.1974, 5.4587, 23.886
Si, 3.7771, 5.2925, 23.61
Si, 7.7911, 5.4927, 23.7965
Si, 1.8215, 6.7062, 23.7912
Si, 5.7477, 6.7629, 23.6116
Si, 9.604, 6.9606, 24.058
Si, 1.9219, 2.759, 25.91
Si, 5.7975, 2.7182, 25.7695
Si, 9.6469, 2.761, 25.8505
Si, -0.0204, 4.1103, 25.8397
Si, 3.8598, 4.0943, 25.7289
Si, 7.7035, 4.1229, 25.7725
Si, 1.9301, 8.0808, 25.8034
Si, 5.8037, 8.0352, 25.7351
Si, 9.6973, 8.21, 26.0053
Si, 0.0387, 9.534, 25.9661
Si, 3.881, 9.4297, 25.852
Si, 7.7277, 9.4365, 25.9591
Si, 0.0013, 0.0352, 27.8094
Si, 3.8661, -0.0554, 27.7328
Si, 7.6936, -0.0033, 27.7683
Si, 1.9535, 1.3511, 27.7876
Si, 5.7709, 1.3659, 27.7314
Si, 9.6356, 1.3637, 27.7474
Si, 0.025, 5.4561, 27.7728
Si, 3.8893, 5.4294, 27.7158
Si, 7.7315, 5.4404, 27.7406
Si, 1.963, 6.7973, 27.7669
Si, 5.8053, 6.7992, 27.7496
Si, 9.6801, 6.7696, 27.8207
Si, 1.9336, 2.7345, 29.683
Si, 5.8008, 2.7345, 29.683
Si, 9.6679, 2.7345, 29.683
Si, 0, 4.1018, 29.683
Si, 3.8672, 4.1018, 29.683
Si, 7.7343, 4.1018, 29.683
Si, 1.9336, 8.2035, 29.683
Si, 5.8008, 8.2035, 29.683
Si, 9.6679, 8.2035, 29.683
Si, 0, 9.5708, 29.683
Si, 3.8672, 9.5708, 29.683
Si, 7.7343, 9.5708, 29.683
Si, 0, 0, 31.6166
Si, 3.8672, 0, 31.6166
Si, 7.7343, 0, 31.6166
Si, 1.9336, 1.3673, 31.6166
Si, 5.8008, 1.3673, 31.6166
Si, 9.6679, 1.3673, 31.6166
Si, 0, 5.469, 31.6166
Si, 3.8672, 5.469, 31.6166
Si, 7.7343, 5.469, 31.6166
Si, 1.9336, 6.8362, 31.6166
Si, 5.8008, 6.8362, 31.6166
Si, 9.6679, 6.8362, 31.6166
Si, 1.9336, 2.7345, 0.9679
Si, 5.8008, 2.7345, 0.9679
Si, 9.6679, 2.7345, 0.9679
Si, 0, 4.1018, 0.9679
Si, 3.8672, 4.1018, 0.9679
Si, 7.7343, 4.1018, 0.9679
Si, 1.9336, 8.2035, 0.9679
Si, 5.8008, 8.2035, 0.9679
Si, 9.6679, 8.2035, 0.9679
Si, 0, 9.5708, 0.9679
Si, 3.8672, 9.5708, 0.9679
Si, 7.7343, 9.5708, 0.9679
Si, 0.0022, 0.0608, 2.8473
Si, 3.8484, 0.0341, 2.8978
Si, 7.7419, 0.0288, 2.8687
Si, 1.9262, 1.4322, 2.9462
Si, 5.797, 1.3757, 2.882
Si, 9.6716, 1.4159, 2.8952
Si, 0.0318, 5.479, 2.971
Si, 3.8382, 5.4528, 2.9196
Si, 7.7315, 5.5093, 2.8805
Si, 1.9367, 6.8771, 2.924
Si, 5.7696, 6.8083, 2.8613
Si, 9.6959, 6.8377, 2.9327
Si, 1.9201, 2.7698, 4.9254
Si, 5.8142, 2.7398, 4.7989
Si, 9.687, 2.9413, 4.7125
Si, 0.0316, 4.2418, 5.0385
Si, 3.8773, 4.1132, 4.8767
Si, 7.7089, 4.2052, 4.8163
Si, 1.9049, 8.2949, 4.8158
Si, 5.7712, 8.1916, 4.749
Si, 9.7005, 8.2083, 4.8596
Si, -0.0304, 9.6738, 4.7616
Si, 3.8768, 9.6197, 4.8207
Si, 7.7331, 9.479, 4.6758
Si, -0.1206, 0.1818, 6.6428
Si, 3.898, -0.0118, 6.8159
Si, 7.8212, -0.0279, 6.4868
Si, 1.9351, 1.3312, 6.842
Si, 5.8888, 1.3035, 6.6887
Si, 9.5358, 1.5463, 6.5201
Si, -0.0048, 5.6541, 7.0987
Si, 3.8647, 5.572, 6.759
Si, 7.7278, 5.5931, 6.7862
Si, 1.9345, 6.929, 6.7429
Si, 5.7976, 6.9442, 6.7437
Si, 9.6562, 6.9893, 6.9467
O, 6.2611, 2.3746, 7.9206
O, 11.1164, 10.0006, 7.824
O, 7.6732, 4.6317, 8.1459
O, 9.0372, 2.3686, 7.9129
O, 9.6039, 7.9357, 8.3431
O, 3.9013, 9.8443, 8.0825
O, 0.0078, 5.0226, 8.6643
O, 5.8854, 8.0479, 8.0064
O, 8.2971, 10.1314, 7.8955
O, 5.7335, 7.921, 22.4033
O, 2.4888, 8.9065, 18.4724
O, 3.718, 4.2176, 22.305
O, 9.6197, 2.2174, 22.5705
O, 1.9449, 2.2932, 22.7533
O, -0.0302, 9.8219, 22.8197
O, 1.7594, 7.805, 22.5427
O, 6.3188, 1.7652, 22.4762
O, -0.5993, 4.506, 22.5638
Si, 7.6291, -4.3576, 16.6831
Si, 5.1091, 5.1412, 12.4601
Si, 1.3483, 13.102, 14.6703
Si, 0.0472, 3.4738, 17.0621
Si, 4.5438, 5.9917, 16.8564
Si, 2.0933, 9.8186, 11.6638
Si, -0.465, 19.0937, 14.7536
Si, 5.6938, 8.7575, 21.0003
Si, 9.6958, 9.569, 8.5248
Si, -5.3784, -0.7878, 13.9934
Si, 5.5899, 1.0816, 21.1772
Si, 10.2139, 7.0365, 12.2111
Si, -6.6996, 10.7718, 11.1895
Si, -1.9564, 3.7546, 22.0106
Si, 10.0535, 2.4463, 19.3342
Si, -2.3634, 9.6297, 13.1099
Si, -0.7658, -0.005, 11.062
Si, -4.8299, 12.6821, 15.6898
Si, 6.4518, 2.573, 11.237
Si, 7.3589, 11.9978, 18.6894
Si, 13.2226, -0.8963, 19.2547
Si, 10.7799, 19.438, 19.358
Si, 3.9179, 8.1518, 18.6103
Si, 8.4255, 2.8204, 13.5941
Si, -0.3102, 2.7324, 12.0553
Si, 4.7934, 8.7923, 8.9671
Si, 7.7741, 8.9327, 18.7998
Si, 7.6559, 3.0367, 8.4897
Si, -3.8097, 16.7461, 13.7106
Si, 11.9176, 5.3717, 10.2484
Si, 1.9021, 10.1138, 14.8039
Si, 4.4864, -2.2705, 15.8508
Si, -8.5773, -3.9779, 10.8015
Si, 10.4803, 6.2588, 17.2271
Si, 3.026, 13.788, 21.675
Si, 0.8028, 8.8874, 21.7961
Si, 1.3956, 13.0374, 19.2719
Si, 4.2008, 14.5606, 15.0977
O, 0.8872, 2.301, 13.0991
O, 7.6866, 9.962, 13.3396
O, -8.719, 13.6353, 14.8573
O, 2.0613, 10.2473, 13.2099
O, 1.3379, 11.5727, 15.2627
O, -3.8135, 6.7438, 15.0518
O, -3.3622, 1.9326, 14.9567
O, 4.3631, 19.2879, 20.1582
O, 5.5321, -1.3043, 10.171
O, 3.3203, 9.7426, 15.4975
O, 11.7339, 15.0167, 11.2345
O, 4.0781, -3.8544, 15.7107
O, -7.2211, 4.566, 13.7901
O, -0.0205, 16.0251, 17.1021
O, -0.2938, 8.1222, 20.8595
O, 8.2889, 4.5451, 22.5071
O, 5.5334, 3.9017, 11.4774
O, -1.6981, 2.9252, 12.9178
O, -6.0141, 13.7397, 15.3122
O, 10.0858, 10.8853, 12.517
O, -7.6981, 6.539, 18.272
O, -4.5786, 1.8127, 17.291
O, 0.0931, 9.7218, 18.7685
O, 7.5853, 2.8658, 10.1004
O, 9.6647, 3.6631, 20.3758
O, 6.9524, 8.3085, 20.0706
O, 7.2043, 21.3426, 18.4402
O, 8.8406, 1.3726, 19.2833
O, -0.4842, 12.5331, 10.8798
O, 4.0636, 6.1227, 11.7095
O, -2.5089, 6.004, 12.7557
O, 1.7595, 9.8367, 20.8764
O, 5.2123, -0.496, 12.751
O, 2.0897, 0.6412, 18.9748
O, 3.8342, 7.5937, 9.5307
O, 5.4919, 1.3109, 10.8318
O, -0.2347, 7.3018, 13.3607
O, 10.8841, 6.5146, 10.8264
O, 4.0674, 1.6383, 21.3102
O, 9.8011, 10.2532, 9.9984
O, 7.9097, 4.2591, 14.1498
O, 1.8458, 16.8902, 10.291
O, -4.2795, 13.1333, 12.5575
O, 4.8735, 8.8543, 17.4522
O, -1.3212, 2.9497, 17.7926
O, 3.2749, 10.7058, 10.9564
O, -5.1827, 6.039, 12.8597
O, -0.9419, 7.1863, 15.9269
O, 6.1878, 11.2656, 15.1637
O, 10.8452, 7.0973, 18.5584
O, -2.6818, 16.6616, 17.2429
O, 12.4831, 8.9217, 15.2122
O, 5.6611, -0.5611, 21.2574
O, 9.4003, 8.4334, 11.9986
O, 11.4802, 1.8122, 19.8436
O, 6.1865, -5.067, 16.9892
O, 1.3447, 13.8704, 17.8789
O, 3.9453, 4.5432, 16.4327
O, 7.6934, 8.0202, 17.4532
O, 9.2783, -1.8659, 19.3664
O, 0.644, 10.1117, 10.9843
O, 9.9217, 9.2226, 14.5265
O, -5.8857, -2.1082, 14.8007
O, 2.2162, 3.0888, 20.2872
O, 0.2324, 3.0068, 15.5163
O, 2.3878, 8.2163, 11.6109
O, 6.2537, 1.5678, 19.7872
H, 3.8404, 4.7484, 8.0197
H, 1.9988, 7.882, 7.8949
H, 1.9316, 2.1771, 8.0913
H, 7.8812, -0.9791, -9.7137
H, 3.7232, -0.9054, -9.6998
H, 9.6239, 7.8496, -9.6864

Results
free energy: -141250.122 eV
free energy less fixed offsets of H -15.97, O -568.88, Si -635.61 eV per atom: -0.442 eV

Forces (eV/angstrom), in the order of the atoms: element, x, y, z
Si, -0.0125, 0.1338, 0.067
Si, 0.0161, 0.3802, 0.5138
Si, -0.0225, 0.3693, 0.5039
Si, -0.0376, -0.1112, 0.1456
Si, -0.0275, -0.174, 0.1561
Si, -0.0035, -0.1392, 0.1651
Si, 0.0108, 0.0298, 0.1061
Si, 0.0355, 0.2717, 0.1267
Si, -0.0045, 0.1155, 0.1344
Si, 0.1079, -0.155, 0.0827
Si, -0.095, -0.1878, 0.0404
Si, 0.004, -0.3511, 0.4981
Si, -0.0195, -0.0339, -0.0546
Si, 0.0448, 0.0675, 0.0022
Si, 0.0332, -0.0445, -0.0098
Si, -0.0204, -0.0121, -0.0153
Si, 0.0268, 0.0579, -0.0601
Si, -0.0421, 0.0123, -0.0012
Si, -0.0708, 0.0263, -0.0203
Si, -0.0293, 0.0609, -0.0224
Si, 0.0102, -0.011, -0.0181
Si, 0.0162, -0.0391, -0.0199
Si, 0.038, -0.0058, 0.0521
Si, 0.0279, -0.0289, -0.037
Si, 0.0124, 0.0116, -0.0288
Si, 0.0249, 0.0451, 0.0758
Si, 0.0064, 0.0209, 0.0529
Si, -0.0216, -0.0425, 0.0288
Si, -0.0044, -0.0434, 0.0149
Si, 0.0235, -0.0901, 0.0753
Si, -0.0431, 0.069, -0.0047
Si, -0.0162, 0.057, -0.0309
Si, -0.0014, 0.072, 0.0221
Si, -0.0232, -0.0501, 0.0364
Si, 0.0224, -0.0524, -0.0424
Si, 0.0276, -0.0227, 0.0466
Si, 0.0945, 0.0132, 0.2804
Si, -0.074, -0.0438, -0.0465
Si, -0.0674, -0.0378, 0.0377
Si, 0.0555, -0.2431, 0.0757
Si, 0.0157, -0.1357, -0.0951
Si, -0.0077, -0.1416, -0.0358
Si, 0.072, -0.0077, -0.0579
Si, -0.0148, -0.0173, -0.1426
Si, -0.011, 0.0017, 0.1741
Si, -0.0284, -0.0137, 0.2357
Si, 0.0187, -0.0573, 0.1343
Si, -0.0536, 0.0204, 0.1413
Si, 0.0145, -0.0779, 0.0188
Si, -0.002, 0.0375, 0.0212
Si, -0.0057, -0.0507, -0.0041
Si, 0.0015, -0.066, 0.0411
Si, -0.0064, -0.0541, -0.0414
Si, 0.0174, -0.0317, -0.0168
Si, 0.0033, 0.119, 0.0678
Si, 0.0123, 0.1187, -0.014
Si, -0.0235, 0.0564, 0.0122
Si, -0.0131, -0.0272, 0.0017
Si, -0.0005, -0.0347, -0.0601
Si, 0.0006, 0.0062, 0.0418
Si, 0.0155, 0.0849, 0.031
Si, 0.0044, 0.1082, -0.1308
Si, -0.0244, 0.1442, -0.2178
Si, 0.0645, 0.0388, 0.4086
Si, -0.1099, -0.0461, 0.0354
Si, 0.0443, 0.0134, 0.0032
Si, 0.0255, 0.0485, 0.0185
Si, -0.0825, 0.0917, -0.0612
Si, 0.0589, -0.0226, 0.2391
Si, 0.0059, 0.115, -0.1615
Si, -0.0565, 0.0984, 0.0074
Si, 0.0466, 0.0695, -0.1278
Si, -0.0223, 0.0249, -0.0405
Si, 0.0014, 0.0725, -0.0492
Si, 0.0347, 0.0737, -0.0784
Si, 0.0005, -0.0652, -0.0725
Si, -0.0041, -0.0578, -0.0336
Si, 0.0021, -0.0807, -0.0364
Si, 0.0155, 0.0614, -0.0315
Si, 0.0367, 0.0654, -0.0659
Si, -0.0198, 0.0885, -0.0949
Si, -0.022, -0.076, -0.1074
Si, -0.0238, -0.0494, -0.029
Si, -0.0016, -0.0818, -0.071
Si, 0.0146, 0.0334, 0.077
Si, 0.006, 0.0479, -0.0048
Si, 0.058, 0.0652, 0.0435
Si, -0.0819, -0.1184, 0.019
Si, -0.0094, -0.0166, 0.0184
Si, -0.0026, -0.0251, 0.0725
Si, 0.0197, 0.0013, 0.0173
Si, 0.0097, 0.0962, 0.0334
Si, 0.0121, 0.0421, 0.0331
Si, 0.003, -0.029, 0.0242
Si, 0.0105, -0.0291, -0.0017
Si, -0.0414, 0.009, 0.1226
Si, 0.0024, -0.0142, -0.054
Si, 0.0152, 0.0587, -0.0903
Si, 0.1036, -0.1203, -0.1003
Si, 0.0077, 0.0552, 0.1034
Si, 0.0245, -0.0127, -0.0509
Si, -0.1309, 0.0639, -0.0626
Si, -0.0372, 0.0356, -0.2435
Si, 0.0357, -0.0134, 0.0935
Si, 0.0583, 0.1022, -0.0787
Si, -0.048, 0.0769, 0.0622
Si, 0.0537, -0.0668, -0.0472
Si, -0.068, -0.0977, -0.0935
O, 0.0633, -0.0242, 0.103
O, 0.0259, 0.0031, 0.0594
O, -0.0277, -0.0382, 0.1356
O, 0.0288, -0.0221, 0.1206
O, 0.0393, 0.0767, 0.1047
O, -0.0174, -0.0259, 0.1315
O, -0.0197, -0.0962, 0.3147
O, -0.0024, 0.0498, 0.1343
O, -0.0316, 0.0662, 0.0582
O, 0.0306, 0.1108, -0.1707
O, -0.0914, 0.0635, -0.0769
O, -0.0756, -0.2445, -0.229
O, 0.041, -0.0153, -0.1283
O, -0.0521, 0.0425, -0.1518
O, -0.014, 0.0257, -0.0954
O, -0.0184, 0.0455, -0.1385
O, 0.0901, 0.0527, -0.2627
O, -0.0439, -0.0235, -0.1814
Si, -0.0143, -0.0455, -0.0763
Si, -0.0875, 0.0944, -0.0335
Si, 0.0816, 0.0176, -0.0302
Si, 0.0028, 0.0742, -0.1008
Si, 0.0263, -0.0852, -0.0266
Si, 0.017, -0.0992, -0.0425
Si, 0.0282, -0.0567, -0.0274
Si, -0.0827, -0.0062, 0.2643
Si, -0.028, -0.0913, -0.0747
Si, -0.0399, -0.0762, 0.038
Si, -0.0983, -0.083, 0.2025
Si, 0.0383, -0.0221, -0.1267
Si, 0.0706, -0.0692, -0.1927
Si, -0.0392, -0.0074, 0.1741
Si, -0.091, 0.1964, 0.1769
Si, -0.0143, -0.0686, -0.1138
Si, -0.1544, -0.0278, -0.2687
Si, -0.0504, 0.0721, -0.0278
Si, 0.1078, -0.0139, -0.2079
Si, -0.2454, 0.0775, 0.0556
Si, 0.1652, -0.0263, 0.2075
Si, -0.052, -0.1316, 0.2487
Si, 0.1178, -0.034, 0.1736
Si, 0.0025, 0.0394, 0.0112
Si, 0.0243, 0.1305, -0.1074
Si, 0.0293, -0.0747, -0.1559
Si, -0.1341, -0.0925, 0.141
Si, -0.0625, 0.0867, -0.1153
Si, 0.0482, 0.0187, -0.0334
Si, -0.0404, -0.0162, -0.1168
Si, -0.007, 0.0774, 0.0667
Si, 0.0086, -0.0111, -0.0415
Si, 0.0075, -0.0402, -0.2577
Si, -0.06, -0.0126, -0.0468
Si, 0.1746, 0.0283, 0.2321
Si, 0.0623, -0.0782, 0.1733
Si, 0.166, 0.1242, 0.2095
Si, -0.0389, -0.0557, 0.0332
O, -0.0354, -0.0068, 0.0119
O, 0.0036, 0.0285, 0.0036
O, -0.0054, 0.0147, -0.0096
O, -0.0003, -0.0134, -0.001
O, -0.008, -0.013, 0.0055
O, 0.0246, -0.0144, 0.0229
O, 0.0269, -0.056, 0.0055
O, -0.0073, -0.0142, -0.1822
O, -0.0414, 0.0559, 0.1396
O, 0.0325, -0.0017, -0.0078
O, 0.0125, -0.0407, 0.0405
O, -0.0236, -0.0024, -0.0079
O, 0.015, 0.0275, -0.0405
O, 0.0147, -0.0574, 0.0115
O, -0.0084, 0.04, -0.1019
O, 0.0641, -0.0493, -0.2616
O, -0.0258, -0.0274, 0.0116
O, -0.0435, -0.0117, 0.0504
O, 0.0401, -0.0023, 0.0261
O, -0.0209, 0.004, 0.0944
O, -0.0493, 0.0272, 0.0141
O, 0.0631, -0.0383, 0.0372
O, 0.0253, 0.0782, -0.1046
O, -0.1061, -0.0021, 0.1307
O, 0.0294, -0.0613, -0.162
O, 0.0511, 0.0137, -0.1528
O, 0.0701, 0.0016, -0.0572
O, 0.0464, -0.0457, -0.055
O, 0.0495, -0.0187, 0.0477
O, 0.0561, -0.0838, 0.0711
O, -0.0514, -0.0174, 0.0549
O, -0.0527, -0.004, -0.2105
O, -0.032, 0.0166, 0.0454
O, -0.052, -0.0166, -0.1113
O, -0.0014, 0.0144, 0.1077
O, -0.0286, 0.0524, 0.0472
O, 0.0068, 0.0411, 0.08
O, 0.0337, -0.0044, 0.0931
O, -0.1034, 0.0712, -0.0996
O, 0.1059, 0.0873, 0.1442
O, -0.0024, 0.0094, -0.0285
O, 0.0273, 0.0112, 0.1356
O, 0.0201, -0.0109, 0.0811
O, -0.0063, 0.0165, -0.033
O, 0.0046, -0.035, -0.0477
O, -0.0209, 0.0276, 0.0324
O, 0.0051, 0.0014, -0.009
O, -0.0055, 0.001, 0.011
O, 0.0186, -0.0076, 0.017
O, 0.0029, 0.0492, -0.0625
O, 0.0343, -0.0105, -0.0102
O, -0.0079, -0.0216, -0.0062
O, 0.0596, 0.0208, -0.0079
O, -0.0288, 0.0736, 0.084
O, -0.0197, -0.0646, -0.0625
O, 0.0051, 0.0209, -0.0182
O, -0.0288, -0.0377, -0.0463
O, 0.0189, 0.0269, -0.021
O, 0.0457, 0.0698, -0.0179
O, 0.0275, 0.0372, -0.1008
O, 0.058, 0.0334, 0.0062
O, -0.0194, -0.0004, 0.0318
O, 0.0253, -0.0125, -0.0311
O, -0.0798, -0.074, -0.2281
O, -0.0374, 0.0066, 0.0579
O, -0.0339, 0.0635, 0.0793
O, 0.1706, 0.0478, -0.2391
H, 0.0071, -0.005, -0.0787
H, -0.0253, -0.0198, -0.0562
H, 0.0019, -0.0292, -0.0948
H, 0.0099, -0.2799, -0.4824
H, -0.0655, -0.3588, -0.5768
H, 0.0006, 0.3225, -0.5021

The program warned: the cutoff lies below the one the program advises for these potential files; the exchange-correlation potential is rough where the density is thin.
